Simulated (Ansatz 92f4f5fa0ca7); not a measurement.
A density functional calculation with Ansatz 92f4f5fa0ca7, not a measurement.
Periodic cell of 214 atoms, Si132O78H4, from a study of silicon, its oxide and their interface. The atomic structure is a simulated model.
Doubt: the cutoff is low for norm-conserving oxygen, so forces and energies are approximate.

Settings
functional: HSE06
potential files: SPMS norm-conserving
basis: plane waves
wave-function cutoff: 800 eV
density cutoff ratio: 4
exchange-correlation grid ratio: 1
k mesh: 1 x 1 x 1, Gamma-centred
occupations: fixed
spin: none
net charge: 0

Cell vectors (angstrom)
a, 10.938, 0, 0
b, 0, 10.938, 0
c, 0, 0, 31.231

Atoms: element, x, y, z (angstrom)
Si, 10.4237, 0.5415, 23.7668
Si, 6.0955, 10.3518, 23.8779
Si, 2.2576, 3.1159, 23.7752
Si, 8.6117, 2.3784, 23.811
Si, 0.6333, 4.9855, 23.857
Si, 4.9811, 5.9454, 23.8711
Si, 3.261, 7.6529, 23.8992
Si, 7.7807, 8.5392, 23.838
Si, 1.2886, 1.3987, 25.0745
Si, 6.9186, 1.2985, 25.0738
Si, 4.0638, 4.0827, 25.0146
Si, 9.6682, 4.0922, 25.0369
Si, 1.4796, 6.7561, 25.1542
Si, 6.7848, 6.8439, 25.1197
Si, 4.1824, 9.515, 25.0331
Si, 9.5606, 9.6008, 25.0012
Si, 2.742, -0.0149, 26.3651
Si, 8.2449, -0.0305, 26.4899
Si, 0.0007, 2.7472, 26.5037
Si, 5.4837, 2.7104, 26.3731
Si, 2.7843, 5.4001, 26.5229
Si, 8.2267, 5.45, 26.391
Si, 0.0197, 8.1994, 26.3791
Si, 5.4739, 8.2092, 26.5137
Si, 4.1018, 1.3673, 27.8127
Si, 9.5708, 1.3673, 27.8127
Si, 1.3673, 4.1018, 27.8127
Si, 6.8362, 4.1018, 27.8127
Si, 4.1018, 6.8362, 27.8127
Si, 9.5708, 6.8362, 27.8127
Si, 1.3673, 9.5708, 27.8127
Si, 6.8362, 9.5708, 27.8127
Si, 0, 0, 29.18
Si, 5.469, 0, 29.18
Si, 2.7345, 2.7345, 29.18
Si, 8.2035, 2.7345, 29.18
Si, 0, 5.469, 29.18
Si, 5.469, 5.469, 29.18
Si, 2.7345, 8.2035, 29.18
Si, 8.2035, 8.2035, 29.18
Si, 1.3673, 1.3673, 30.5472
Si, 6.8362, 1.3673, 30.5472
Si, 4.1018, 4.1018, 30.5472
Si, 9.5708, 4.1018, 30.5472
Si, 1.3673, 6.8362, 30.5472
Si, 6.8362, 6.8362, 30.5472
Si, 4.1018, 9.5708, 30.5472
Si, 9.5708, 9.5708, 30.5472
Si, 2.7345, 0, 0.6835
Si, 8.2035, 0, 0.6835
Si, 0, 2.7345, 0.6835
Si, 5.469, 2.7345, 0.6835
Si, 2.7345, 5.469, 0.6835
Si, 8.2035, 5.469, 0.6835
Si, 0, 8.2035, 0.6835
Si, 5.469, 8.2035, 0.6835
Si, 4.1018, 1.3673, 2.0507
Si, 9.5708, 1.3673, 2.0507
Si, 1.3673, 4.1018, 2.0507
Si, 6.8362, 4.1018, 2.0507
Si, 4.1018, 6.8362, 2.0507
Si, 9.5708, 6.8362, 2.0507
Si, 1.3673, 9.5708, 2.0507
Si, 6.8362, 9.5708, 2.0507
Si, 0, 0, 3.418
Si, 5.469, 0, 3.418
Si, 2.7345, 2.7345, 3.418
Si, 8.2035, 2.7345, 3.418
Si, 0, 5.469, 3.418
Si, 5.469, 5.469, 3.418
Si, 2.7345, 8.2035, 3.418
Si, 8.2035, 8.2035, 3.418
Si, 1.3309, 1.3965, 4.8347
Si, 6.7791, 1.399, 4.7382
Si, 4.084, 4.1325, 4.8837
Si, 9.5656, 4.1174, 4.7202
Si, 1.39, 6.8163, 4.709
Si, 6.7916, 6.8711, 4.8725
Si, 4.0978, 9.5737, 4.7448
Si, 9.5296, 9.6052, 4.8166
Si, 2.6963, -0.0518, 6.1164
Si, 8.1257, 0.0894, 6.1498
Si, -0.0563, 2.8127, 6.1828
Si, 5.4422, 2.6915, 6.2304
Si, 2.6977, 5.5695, 6.2474
Si, 8.1931, 5.4126, 6.132
Si, -0.0015, 8.1456, 6.0301
Si, 5.4085, 8.3089, 6.2734
Si, 4.4454, 0.8457, 7.3968
Si, 9.0426, 1.8974, 7.357
Si, 0.8199, 4.6614, 7.3899
Si, 7.314, 3.5958, 7.3729
Si, 3.5462, 7.4462, 7.4962
Si, 10.0378, 6.3469, 7.2506
Si, 1.681, 9.1216, 7.3323
Si, 6.288, 10.2443, 7.4146
H, 7.0047, 3.9763, 8.788
H, 9.3754, 1.5138, 8.765
O, 3.9592, 0.8268, 8.9986
O, 6.5883, 10.3819, 9.0665
O, 0.8478, 9.6532, 8.6872
O, 3.9775, 7.1065, 9.0696
O, 9.7985, 6.7197, 8.8438
O, 1.002, 4.5148, 9.0401
H, 2.8174, 7.9386, 22.5025
H, 5.3613, 5.6303, 22.4539
O, 7.9638, 3.154, 22.4304
O, 0.1287, 11.0597, 22.29
O, 0.4948, 5.6695, 22.3345
O, 2.5653, 2.5196, 22.2328
O, 5.8986, -0.1385, 22.3026
O, 8.1413, 7.8956, 22.3309
Si, 10.9867, 9.2193, 13.9871
Si, 5.8938, 8.1374, 16.4126
Si, 9.1651, 0.9546, 19.1532
Si, 3.2402, 7.1198, 17.5694
Si, 2.2791, 4.5838, 19.0002
Si, 0.716, 2.4342, 14.5689
Si, 7.1665, 5.773, 11.6124
Si, 8.6341, 3.156, 20.9393
Si, 5.5059, 3.3535, 12.0272
Si, 1.2527, 3.6904, 10.411
Si, 2.4598, 0.7672, 18.2982
Si, 2.964, 9.3984, 19.7235
Si, 5.9685, 3.5736, 16.1497
Si, 3.1214, 2.2973, 20.7226
Si, 7.2854, 5.9678, 14.6454
Si, 6.1716, 1.2327, 14.3105
Si, 9.9764, 4.8028, 15.6507
Si, 8.3585, 3.6472, 18.0789
Si, 10.729, 1.5116, 11.7311
Si, 4.0046, 10.0029, 14.6705
Si, 3.6067, 1.5574, 10.4028
Si, 6.8127, 9.3911, 10.333
Si, 5.138, -0.1626, 20.8815
Si, 0.553, 9.6137, 10.2761
Si, 2.4732, 10.0845, 12.2296
Si, 8.9131, 7.8895, 20.8905
Si, 7.2737, 9.5709, 18.8775
Si, 8.4378, 10.6984, 12.8312
Si, 3.0558, 5.4044, 12.4026
Si, 10.7539, 5.2863, 20.9072
Si, 9.1882, 7.4479, 10.1358
Si, 1.477, 6.634, 14.9117
Si, 4.721, 7.2314, 10.51
Si, 2.8966, 3.098, 16.5174
Si, 1.1612, 10.6763, 16.0476
Si, 0.1083, 10.3103, 20.8476
O, 7.8509, 8.2823, 9.7437
O, 10.0542, 9.0353, 20.9233
O, 8.086, 4.0458, 19.6609
O, 4.8178, 7.2523, 17.231
O, 11.0155, 9.5512, 15.5958
O, 9.3626, 4.5821, 17.1652
O, 3.1885, 1.6115, 17.1175
O, 4.1147, 9.4644, 20.8908
O, 0.7476, 1.9949, 12.9958
O, 8.4822, 1.5818, 20.51
O, 3.2771, 3.7832, 20.0378
O, 0.9418, 5.1807, 19.723
O, 3.1416, 0.5116, 11.5937
O, 2.3711, 7.2356, 16.1705
O, 6.022, 2.3047, 13.1276
O, 8.4694, 10.5957, 18.4925
O, 6.66, 9.09, 17.4631
O, 5.0734, 8.9892, 15.311
O, 6.2239, 10.4876, 19.713
O, 3.6543, 6.7345, 11.6479
O, 0.6285, 7.6862, 13.9545
O, 10.3171, 8.5276, 10.6838
O, 10.3836, 3.4075, 14.8948
O, 4.7425, 0.4835, 14.4456
O, 1.9626, 9.1478, 10.9944
O, 9.4851, 9.5392, 13.3887
O, 2.6689, 10.2379, 15.5721
O, 4.4557, 1.3423, 20.7508
O, 6.0344, 6.2645, 10.5446
O, 2.0714, 1.5825, 19.6652
O, 3.5301, 10.564, 18.7144
O, 4.9194, 2.4462, 10.8037
O, 0.5382, 1.1051, 15.4536
O, 2.3738, 2.5603, 10.1135
O, 4.3009, 4.3372, 12.5655
O, 6.3726, 4.6789, 15.0285
O, 2.7337, 8.1434, 18.7376
O, 8.8617, 5.5712, 14.743
O, 5.3554, 8.7367, 10.7549
O, 6.8893, 4.1588, 11.6358
O, 6.9289, 6.3979, 13.1114
O, 0.2251, 0.2182, 10.7849
O, 6.8409, 3.7798, 17.502
O, 1.1879, -0.0357, 17.6555
O, 10.153, 3.7652, 21.1017
O, 6.3899, 2.0666, 15.6883
O, 9.2572, 1.0919, 12.3145
O, 7.8285, 8.2711, 19.7162
O, 1.8791, 3.7406, 17.6408
O, 1.8136, 4.7231, 11.5621
O, 4.3639, 3.7869, 16.3792
O, 2.1488, 3.0948, 15.0562
O, 1.5762, 9.7262, 20.4852
O, 7.5004, 10.1237, 11.619
O, 10.5985, 0.435, 19.7017
O, 3.5762, 9.4001, 13.2084
O, 10.8022, 2.8778, 10.811
O, 9.6212, 6.4346, 20.577
O, 6.9836, 7.2087, 15.6485
O, 1.108, 10.2066, 13.1848
O, 7.4286, 0.2218, 14.0361
O, 0.3895, 5.7028, 15.6896
O, 9.1057, 2.1715, 18.0528
O, 2.476, 5.8455, 13.8747
O, 8.6769, 6.2614, 11.1663
O, 3.2011, 5.7336, 18.375

Results
free energy: -49958.842 eV
free energy less fixed offsets of H -15.86, O -447.96, Si -113.29 eV per atom: -0.242 eV
gap between the highest filled and lowest empty level on this k mesh: 1.467 eV

The program warned: the cutoff lies below the one the program advises for these potential files; the forces do not sum to zero within the program's tolerance; the exchange-correlation potential is rough where the density is thin.
